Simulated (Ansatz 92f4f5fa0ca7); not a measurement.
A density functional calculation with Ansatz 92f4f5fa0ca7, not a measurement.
Periodic cell of 240 atoms, Si148O92, from a study of silicon, its oxide and their interface. The atomic structure is a simulated model.
Doubt: the cutoff is far below the 930 eV that the study's wrapper takes by default for these files, so forces and energies are approximate.
This geometry differs little from another in the collection (a relaxation step or a small displacement).

Settings
functional: PBE
potential files: Ansatz PAW
basis: plane waves
wave-function cutoff: 580 eV
density cutoff ratio: 5
exchange-correlation grid ratio: 1
k mesh: 1 x 1 x 1, Gamma-centred
self-consistency stop: 5e-08 eV per atom in the density residual
occupations: fixed
spin: none
net charge: 0

Cell vectors (angstrom)
a 11.6015 0 0
b 0 10.938 0
c 0 0 32.3465

Atoms: element, x, y, z (angstrom)
Si -0.1905 0.3139 23.5986
Si 3.3432 -0.1831 23.5995
Si 7.8879 -0.364 23.6942
Si 1.7493 1.459 23.3654
Si 5.1836 1.2364 23.6025
Si 8.9518 1.7425 23.7094
Si 0.5189 5.7261 23.6277
Si 4.2375 5.4037 23.7906
Si 8.2267 5.6666 23.8066
Si 2.4922 6.9425 23.9677
Si 6.1692 6.7928 23.6533
Si 10.1659 7.0018 23.7742
Si 1.8642 2.7491 25.42
Si 5.7223 2.6637 25.5365
Si 9.5115 2.8948 25.6927
Si -0.0253 4.1437 25.4246
Si 3.8517 4.0427 25.653
Si 7.6248 4.208 25.6191
Si 1.9356 8.3462 25.7461
Si 5.804 8.2056 25.5582
Si 9.8304 8.2736 25.7091
Si 0.0053 9.7907 25.5913
Si 3.852 9.6327 25.6333
Si 7.8113 9.4403 25.7114
Si 0.0576 0.0891 27.5617
Si 3.9159 0.0592 27.5323
Si 7.7895 0.0053 27.5259
Si 1.9819 1.4287 27.4453
Si 5.8652 1.3726 27.5089
Si 9.6961 1.4001 27.5182
Si -0.0103 5.419 27.4661
Si 3.8281 5.4819 27.5298
Si 7.6699 5.5388 27.5455
Si 1.882 6.8227 27.5458
Si 5.7385 6.8705 27.5155
Si 9.6899 6.7998 27.5371
Si 1.9336 2.7345 29.4473
Si 5.8008 2.7345 29.4473
Si 9.6679 2.7345 29.4473
Si 0 4.1018 29.4473
Si 3.8672 4.1018 29.4473
Si 7.7343 4.1018 29.4473
Si 1.9336 8.2035 29.4473
Si 5.8008 8.2035 29.4473
Si 9.6679 8.2035 29.4473
Si 0 9.5708 29.4473
Si 3.8672 9.5708 29.4473
Si 7.7343 9.5708 29.4473
Si 0 0 31.3808
Si 3.8672 0 31.3808
Si 7.7343 0 31.3808
Si 1.9336 1.3673 31.3808
Si 5.8008 1.3673 31.3808
Si 9.6679 1.3673 31.3808
Si 0 5.469 31.3808
Si 3.8672 5.469 31.3808
Si 7.7343 5.469 31.3808
Si 1.9336 6.8362 31.3808
Si 5.8008 6.8362 31.3808
Si 9.6679 6.8362 31.3808
Si 1.9336 2.7345 0.9679
Si 5.8008 2.7345 0.9679
Si 9.6679 2.7345 0.9679
Si 0 4.1018 0.9679
Si 3.8672 4.1018 0.9679
Si 7.7343 4.1018 0.9679
Si 1.9336 8.2035 0.9679
Si 5.8008 8.2035 0.9679
Si 9.6679 8.2035 0.9679
Si 0 9.5708 0.9679
Si 3.8672 9.5708 0.9679
Si 7.7343 9.5708 0.9679
Si -0.0417 -0.0459 2.9756
Si 3.8495 0 2.8815
Si 7.7137 -0.0272 2.9096
Si 1.9099 1.3102 2.8427
Si 5.7859 1.344 2.9242
Si 9.6371 1.3491 2.9284
Si 0.0105 5.4678 2.8704
Si 3.894 5.4511 2.9103
Si 7.734 5.4558 2.9208
Si 1.9478 6.8096 2.8962
Si 5.8058 6.8045 2.8514
Si 9.6785 6.8224 2.9405
Si 2.0171 2.7132 4.6937
Si 5.8304 2.6112 4.9363
Si 9.6441 2.762 4.8366
Si 0.0254 4.0117 4.7098
Si 3.9307 4.0769 4.8516
Si 7.6743 4.07 4.8516
Si 1.8905 8.1831 4.8147
Si 5.7 8.1728 4.7409
Si 9.6265 8.0821 4.9629
Si -0.0297 9.5411 4.9851
Si 3.8148 9.5499 4.7838
Si 7.7208 9.4525 4.7836
Si 0.5577 -0.044 6.9294
Si 4.0377 -0.1319 6.7705
Si 8.0271 -0.2054 6.7269
Si 2.2973 1.4417 6.642
Si 6.0259 1.0576 6.8211
Si 9.5183 1.5922 6.8844
Si 0.1324 5.1473 6.7351
Si 3.6245 5.3315 6.8704
Si 7.2851 5.4258 6.75
Si 1.7914 6.7654 6.701
Si 5.5135 6.888 6.7117
Si 9.13 6.8112 6.9945
O 6.8671 4.5999 8.1392
O 5.8838 8.0438 7.8844
O 1.084 10.0831 8.2688
O 6.0175 1.6839 8.3805
O 1.6669 7.5181 8.1814
O 10.3402 5.7338 7.363
O 12.1948 3.9907 7.8221
O 8.5295 9.7956 8.0258
O 3.975 9.861 8.1747
O -0.6932 0.8962 7.4048
O 3.2321 4.2291 8.119
O 9.1176 2.6199 8.1184
O 5.0631 2.1148 22.2351
O 6.341 11.0539 23.4788
O 6.226 7.6174 22.2097
O 2.9818 7.772 22.5907
O 10.2751 7.7551 22.2851
O -0.9429 10.3515 22.4546
O 8.6509 4.9888 22.3257
O 8.0612 2.4542 22.511
O 8.0648 9.5708 22.3895
O 1.5269 4.0504 19.9318
O 1.6535 2.1159 21.8058
O 0.8636 5.4006 22.0139
Si 4.9101 3.5354 21.4838
Si 1.0081 8.1769 12.089
Si 7.2571 2.4212 13.8399
Si -0.625 9.0341 21.5599
Si 6.4383 0.8697 9.7496
Si 0.1573 0.1389 12.9948
Si 3.824 6.6091 18.8186
Si 4.7165 9.3042 19.7547
Si -1.6933 3.6577 14.564
Si 8.9897 2.5998 9.7577
Si 5.6251 7.1759 11.1901
Si 2.1621 1.8396 17.6322
Si -2.2764 2.0958 17.2375
Si 0.4593 2.3747 10.8761
Si 8.2809 8.2266 11.8563
Si 10.4017 6.6523 13.4557
Si 5.1914 9.0804 8.9536
Si 0.0218 -3.0706 16.0254
Si 0.7826 8.639 8.9612
Si -0.7484 6.1694 18.4343
Si -1.6737 3.2132 19.1952
Si 2.587 9.2087 21.9112
Si 1.9501 3.1469 8.2121
Si 4.282 -0.325 16.9718
Si 6.3419 1.9544 16.6597
Si 7.0198 8.7945 21.4065
Si 7.938 3.7648 21.5345
Si 9.1562 8.4344 8.7073
Si 5.1614 2.7625 11.5216
Si 8.8157 10.6853 13.7862
Si 4.4515 3.6502 18.4667
Si 3.1326 7.8906 15.9913
Si 1.3734 5.5757 20.4691
Si 9.6888 10.1237 16.7091
Si 13.9865 3.6876 12.8051
Si 3.3871 6.6414 13.245
Si -4.7898 4.6278 9.7647
Si 1.0189 2.1329 14.8817
Si 1.0469 2.5478 20.3404
Si 9.1338 8.5417 19.1846
O 7.7905 1.5051 17.2458
O 7.8592 -2.703 20.1376
O 3.2646 -1.4274 20.4624
O 4.6809 6.4313 12.2762
O 6.6754 8.078 12.0279
O -1.338 5.186 14.141
O -0.5946 2.5439 20.2552
O 4.8856 7.7271 19.3517
O 8.6579 8.2817 10.2638
O -8.4519 3.1363 17.645
O 2.4882 7.8757 12.6849
O 12.604 9.0258 21.5437
O -2.0771 7.0862 18.5735
O 2.8838 11.4177 17.1305
O 2.7778 6.3105 20.0468
O 4.6351 5.2603 18.4065
O 10.3682 9.1828 20.0609
O 5.3683 1.2489 10.9299
O 4.2896 3.2033 20.0284
O 10.7853 8.4541 8.8
O 1.193 8.5197 10.5154
O 11.6322 -4.052 12.3829
O -0.9172 7.6415 14.7187
O 0.2433 6.4604 19.6932
O 3.9931 9.2846 16.0718
O 6.5609 2.773 15.2722
O 8.6573 3.2269 13.6156
O 4.8364 -0.7053 18.4468
O 7.9889 12.2572 10.1487
O 5.8742 9.7804 20.794
O -10.0288 1.571 19.1334
O 1.5436 2.455 9.643
O 1.0073 3.5168 11.9234
O 11.5648 6.5577 17.0145
O 10.1912 11.6704 16.9214
O 8.2413 3.978 10.2587
O -1.0431 1.7216 23.332
O -1.1194 4.5947 18.5114
O -1.1177 13.5016 10.4366
O 13.1696 -2.7941 15.604
O 0.3662 9.4875 12.7989
O -2.5691 -3.9323 12.6441
O 6.2664 10.1936 9.5088
O 6.3865 4.1962 21.3217
O 8.8738 10.0195 15.2884
O 3.1193 7.1601 17.4526
O 1.0286 2.1823 16.5094
O -0.3296 2.8307 14.321
O 5.5399 3.7805 10.3119
O 3.6402 3.0437 11.9884
O -1.3842 11.4102 13.4037
O 5.411 0.6529 16.3211
O 5.7418 13.8831 17.7959
O 2.5551 5.2577 13.1488
O 4.7185 8.1386 10.2087
O -2.1261 3.3014 16.1106
O -0.5555 -1.7241 16.7325
O -7.8061 -3.964 14.8002
O 13.8933 13.8732 14.254
O 1.0717 0.6165 14.2671
O 8.6252 -1.329 12.6047
O 7.5848 11.7592 13.7431
O 6.5471 6.1372 10.3185
O 6.2058 2.9573 12.7409
O 0.5631 0.9135 11.6096
O 3.9738 4.5468 22.3626
O 8.587 3.517 20.0797
O 8.7722 9.5766 17.9642

Results
free energy: -146402.099 eV
free energy less fixed offsets of O -568.88, Si -635.61 eV per atom: 5.141 eV

Forces (eV/angstrom), in the order of the atoms: element, x, y, z
Si 0.0098 -0.0531 -0.028
Si -0.0397 -0.0119 -0.0212
Si -0.0044 -0.0137 -0.0116
Si 0.0295 0.036 -0.0365
Si -0.0044 0.0438 -0.0169
Si 0.0111 0.023 -0.0404
Si -0.003 0.0082 -0.0091
Si -0.0004 -0.0004 -0.0028
Si -0.0051 0.0066 -0.003
Si -0.0076 -0.0083 -0.0085
Si -0.0038 -0.0004 -0.0026
Si 0.0076 -0.0029 -0.0044
Si -0.0053 0.0073 0.0172
Si 0.007 0.0122 -0.0029
Si 0.009 0.0039 0.0016
Si 0.013 -0.0104 0.0104
Si -0.0011 0.0057 0.004
Si -0.0068 -0.0069 -0.0031
Si 0.0012 0.0095 -0.0046
Si 0.0017 0.009 0.0031
Si -0.0036 -0.0055 0.0032
Si -0.0019 0.0116 -0.0049
Si -0.0036 -0.0099 0.0104
Si -0.004 0.0054 0.0044
Si 0.0046 0.0032 0.0015
Si -0.0058 -0.0023 -0.007
Si -0.0024 -0.0015 0.0033
Si 0.001 -0.0017 -0.0096
Si -0.0021 -0.0046 -0.0001
Si -0.0008 -0.0096 -0.0067
Si 0.0035 0.0082 -0.0081
Si 0.0034 0.0032 -0.0133
Si 0.0083 -0.001 -0.0098
Si -0.0062 -0.0058 -0.0057
Si 0.0009 -0.0086 -0.0107
Si 0.0012 -0.0061 -0.0058
Si 0.0832 0.1298 -0.2241
Si 0.1308 0.1036 -0.0809
Si 0.0201 0.1319 0.1262
Si 0.0294 -0.1339 -0.1723
Si -0.1106 0.0017 0.1216
Si -0.0688 0.0973 0.025
Si -0.0669 0.0076 0.1486
Si -0.1634 0.1774 0.0263
Si -0.0067 -0.0097 0.0266
Si 0.0537 0.0837 -0.0138
Si 0.0396 0.1023 -0.0345
Si 0.0675 -0.0092 0.051
Si 0.0157 0.0767 0.0304
Si -0.053 0.0411 0.002
Si 0.0115 0.0131 0.0226
Si 0.0288 -0.0783 -0.0743
Si -0.0074 -0.0944 0.0122
Si -0.0304 -0.0465 0.0263
Si -0.0052 0.0733 -0.0722
Si 0.0284 0.0539 -0.0191
Si 0.0041 0.0606 -0.0173
Si -0.003 0.003 0.0335
Si 0.0095 -0.0294 0.0207
Si 0.0066 -0.0657 0.0528
Si -0.1023 -0.0088 -0.2207
Si 0.0056 -0.0355 0.1924
Si -0.0346 -0.1109 0.1805
Si 0.0132 -0.0982 -0.1815
Si 0.0044 -0.1097 0.0748
Si 0.0348 -0.0357 0.0827
Si 0.0675 -0.0544 0.0434
Si 0.0182 0.0595 -0.2189
Si 0.0046 -0.0709 0.2457
Si -0.096 -0.0212 0.3412
Si 0.0416 -0.1291 -0.0737
Si -0.0307 -0.0578 -0.0336
Si 0.0014 -0.0011 0.0082
Si 0.0015 0.0038 0.0038
Si -0.0052 0.0048 0.0069
Si 0.006 0.0006 0.0077
Si 0.0046 -0.0022 0.0097
Si -0.0006 0.0014 0.0028
Si -0.0031 0.0002 0.0005
Si 0.0026 0.0004 0.0032
Si -0.0013 0.0009 0.0031
Si 0.0027 -0.005 0.0016
Si -0.002 -0.0063 0.0027
Si -0.0022 0.0049 0.0121
Si -0.0031 -0.0081 -0.0097
Si -0.0044 -0.0011 -0.0156
Si -0.0034 -0.0098 0.0015
Si -0.0001 0.0044 -0.0006
Si 0.0117 0.0002 -0.0065
Si 0.0025 0.0021 -0.0117
Si -0.0005 0.0009 -0.0018
Si 0.015 0.0144 -0.0073
Si -0.0056 -0.0083 -0.0071
Si 0.0034 0.0025 -0.0065
Si -0.0042 -0.0036 -0.0009
Si -0.0128 -0.0083 -0.0114
Si 0.0049 -0.0051 -0.0131
Si 0.0073 -0.0006 -0.0011
Si 0.0064 -0.0024 -0.0074
Si -0.0105 -0.0034 0.0054
Si -0.0114 -0.0008 -0.0038
Si 0.0005 0.0111 0.0075
Si 0.0018 0.0082 -0.0071
Si -0.0077 0.0027 0.003
Si 0.0133 0.0086 0.0035
Si -0.0018 -0.002 0.012
Si 0.0077 0.0034 0.0038
Si 0.0298 -0.0092 0
O -0.004 -0.0029 0.0056
O 0.0016 -0.0135 -0.006
O -0.0018 0.0134 0.003
O -0.0025 0.0033 0.0004
O -0.0257 0.0209 0.0057
O -0.0311 0.0059 0.0044
O 0.0027 0.0019 0.0023
O 0.0057 0.0062 0.0061
O -0.0091 0.0077 0.0022
O -0.0041 0.002 0.0076
O 0.0166 0.0118 0.0003
O 0.0008 -0.0146 -0.0104
O 0.0011 -0.0176 0.0003
O -0.0084 0.0037 -0.0068
O -0.0066 -0.0075 -0.0047
O -0.0005 -0.0086 -0.0113
O 0.005 0.0211 -0.0216
O 0.0217 0.0239 0.0041
O 0.0081 0.0009 0.0003
O 0.0176 0.0102 -0.011
O 0.0093 0.0079 -0.001
O 0.001 -0.0021 -0.0088
O -0.0056 -0.0169 0.0195
O 0.0034 -0.0015 0.0131
Si 0.0031 -0.0103 0.0036
Si 0.0097 0.0006 -0.0137
Si 0.006 0.0008 -0.0013
Si -0.0008 -0.0081 0.0208
Si 0.0058 -0.0107 -0.0006
Si 0.0003 -0.001 -0.0027
Si -0.0031 -0.0006 0.0077
Si -0.0025 -0.0018 0.0109
Si 0.0029 -0.0004 0.0008
Si 0.0054 0.0004 -0.0056
Si -0.0003 0.0028 -0.0136
Si -0.0055 0.0032 0
Si 0.0016 0.0045 0.003
Si 0.002 -0.0018 -0.0031
Si 0.0009 0.0004 -0.0055
Si 0.0015 -0.01 0.0001
Si 0.0031 -0.0061 0.004
Si 0.0015 0.0038 -0.0052
Si -0.0292 -0.0387 0.0023
Si 0.0037 -0.0053 0.0053
Si -0.0134 -0.0085 -0.0082
Si 0.0242 0.0061 0.0032
Si -0.0121 0.0011 -0.0038
Si 0.0036 0.001 -0.0069
Si 0.0057 -0.0024 0.003
Si -0.0011 -0.0017 0.004
Si -0.0065 -0.019 0.0064
Si 0.0572 -0.0072 0.0151
Si 0.0013 0.0023 0.0005
Si 0.0009 0.0043 -0.0033
Si 0.0075 -0.0041 0.0107
Si -0.0002 0.002 -0.0046
Si -0.0002 0.0027 0.0029
Si 0.0026 0.005 -0.0002
Si -0.0058 0.0052 -0.0032
Si -0.0028 0.0027 -0.0018
Si 0.0027 0.0055 -0.0052
Si -0.0092 0.0035 -0.0031
Si 0.0103 0.0079 0.0006
Si -0.0028 0.0016 0.0095
O -0.0016 -0.0013 -0.0071
O 0.0047 0.0032 -0.0115
O 0.001 0.0018 -0.0093
O 0.002 -0.0021 0.0009
O 0.0015 -0.0025 0.0017
O 0.0013 0.0075 -0.0054
O 0.0076 -0.0107 -0.0001
O 0.0021 0.0009 -0.0134
O 0.014 -0.0004 -0.0185
O -0.0032 -0.0013 -0.0088
O -0.0084 0.0002 -0.0024
O -0.0405 0.0094 -0.0046
O 0.0004 0.0018 -0.0099
O -0.0006 -0.0022 -0.0057
O -0.0008 0.0008 -0.013
O 0.0006 0.001 -0.0095
O -0.0005 0.0031 -0.0096
O -0.0044 -0.0005 0.0049
O -0.001 0.0016 -0.0063
O 0.0033 0.0103 0.011
O -0.0195 -0.001 -0.0158
O 0.0029 0.0001 0.0012
O 0.0041 0.0021 0.0005
O 0.0036 0.0032 -0.0113
O -0.0005 -0.0008 -0.0024
O -0.0001 -0.0008 -0.0015
O -0.0024 -0.0018 -0.0037
O 0.0035 -0.0031 -0.0046
O 0.0027 0.0009 0.0028
O 0.0047 0.0026 -0.0092
O -0.0016 0.0005 0.0003
O 0.0023 -0.0081 0.0036
O 0.0036 0.0006 0.0034
O -0.0008 -0.0018 -0.0048
O -0.0019 -0.0008 -0.0053
O -0.001 -0.0016 0.0065
O -0.0136 -0.0392 0.0128
O 0.0029 0.0084 -0.0114
O -0.0062 0.0002 0.003
O 0.0003 -0.0015 -0.0017
O 0.002 -0.0012 -0.0012
O -0.0072 0.0051 -0.0068
O -0.0013 0.0026 0.0002
O 0.006 0.004 -0.0119
O 0.0008 0.0002 -0.005
O 0.0019 -0.0003 -0.0019
O 0.0034 0.0007 -0.0055
O 0.0049 -0.001 -0.0014
O -0.0008 -0.0007 0.0021
O 0.0026 -0.0029 -0.0007
O -0.001 -0.0016 -0.0003
O 0.0014 0.0031 -0.005
O -0.0037 0.0037 -0.0073
O 0.0014 -0.0022 -0.0025
O 0.0028 0.0005 0.0048
O -0.0005 -0.0014 -0.0037
O -0.0002 -0.0034 -0.0027
O -0.0009 -0.0006 -0.003
O 0.0042 0.0021 -0.0031
O 0.0022 -0.0079 -0.0053
O -0.0011 -0.0065 -0.0042
O -0.0021 -0.0004 -0.0043
O -0.0004 -0.0003 0.0029
O -0.0065 -0.0004 -0.0066
O -0.0008 -0.002 0.0003
O -0.0079 0.0067 -0.011
O -0.0078 -0.002 -0.005
O -0.0001 -0.0031 -0.0012

The program warned: the cutoff lies below the one the program advises for these potential files; the exchange-correlation potential is rough where the density is thin.
